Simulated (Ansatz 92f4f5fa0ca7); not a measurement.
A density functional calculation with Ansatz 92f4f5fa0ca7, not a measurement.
Periodic cell of 179 atoms, Si99O80, from a study of silicon, its oxide and their interface. The atomic structure is a simulated model.

Settings
functional: PBE
potential files: Ansatz PAW
basis: plane waves
wave-function cutoff: 700 eV
density cutoff ratio: 5
exchange-correlation grid ratio: 2
k mesh: 2 x 2 x 1, shifted by 0.5 0.5 0.5 of a step
self-consistency stop: 5e-08 eV per atom in the density residual
occupations: Fermi-Dirac, 0.05 eV
spin: none
net charge: 0

Cell vectors (angstrom)
a  11.5983  0  0
b  0  11.5983  0
c  -3.8932  4.2379  24.594

Atoms and the computed forces on them: element, x, y, z (angstrom), force x, y, z (eV/angstrom)
Si  -1.5263  -1.2366  -0.118  -0.1919  0.1762  -0.5606
Si  -0.3907  0.9899  0.0553  0.3206  -0.4604  0.0546
Si  6.7531  6.6044  1.7404  -0.308  0.1439  0.1684
Si  2.0338  -1.5029  1.5473  -0.3022  -0.014  -0.3363
Si  1.8965  1.4631  -0.6164  0.0314  -0.1463  0.0209
Si  1.7205  6.6858  0.0314  -0.4977  0.007  -0.0668
Si  6.0803  -0.7391  -0.4158  0.2469  0.1533  -0.2894
Si  6.0137  2.3603  -0.9047  -0.1466  -0.0372  0.1313
Si  8.0989  8.9958  -1.6716  -0.0743  -0.1427  -0.2086
Si  0.321  8.6923  0.6476  0.5213  -0.0318  0.3245
Si  -1.6265  3.0669  -0.2781  -0.2185  0.1394  -0.6309
Si  -0.3548  5.111  0.5239  0.2027  0.1559  0.5018
Si  3.5473  -0.2281  0.2646  -0.0987  -0.1639  0.3148
Si  3.6501  2.8946  1.016  -0.1584  0.0044  0.4622
Si  3.6542  6.6325  1.5181  0.326  0.2079  0.2015
Si  7.9233  -1.023  1.2164  -0.2079  -0.2819  0.1313
Si  8.1989  2.8693  1.3256  -0.4946  0.24  0.1299
Si  8.4334  6.6627  0.2884  0.0664  -0.1584  -0.6095
Si  0.2203  0.3542  2.3405  0.2055  0.0609  0.0872
Si  -0.094  5.2914  2.921  -0.1341  -0.2956  -0.0143
Si  -0.1822  7.7405  2.8061  -0.1434  0.0601  0.1538
Si  3.8503  0.9665  2.3912  0.1199  0.1071  -0.2641
Si  3.7658  4.6405  2.7002  -0.0895  -0.1725  0.0569
Si  3.4578  8.5648  2.8169  -0.1465  0.1842  -0.0367
Si  7.9308  0.8762  2.5878  -0.028  0.0211  0.2324
Si  7.6372  4.6839  2.7586  -0.0565  -0.3145  0.4951
Si  7.4148  8.6589  2.6297  -0.139  0.3114  0.5906
Si  -1.7034  0.5836  3.8527  0.1254  -0.0842  -0.1839
Si  -2.0774  4.6945  4.1828  0.0704  0.0997  -0.0013
Si  -2.2091  8.3564  3.9589  0.2408  -0.1076  -0.1679
Si  1.9249  0.852  3.9095  -0.0534  0.0431  0.1051
Si  1.8658  4.63  4.1359  -0.2007  0.086  -0.0751
Si  1.6259  8.3432  4.2172  -0.1074  -0.2023  0.0201
Si  5.7813  0.9511  3.7439  0.1998  -0.055  -0.2818
Si  5.7363  4.549  4.1128  0.1422  -0.204  0.1662
Si  5.5287  8.7098  4.0683  0.0471  0.0464  0.1753
Si  -2.1171  -1.2606  5.2486  -0.0064  -0.2087  0.0778
Si  -1.8922  2.5031  5.2587  0.0836  0.0544  0.1243
Si  -2.1503  6.6229  5.5643  0.2163  0.0062  0.026
Si  1.5836  -1.1724  5.2774  -0.1142  -0.0423  -0.2715
Si  1.8953  2.7179  5.5442  0.2102  0.0221  0.1819
Si  1.8866  6.4861  5.6189  -0.1226  0.073  0.1721
Si  5.5241  -0.8188  5.2161  -0.2748  -0.1884  -0.0565
Si  5.8265  2.5822  5.4808  -0.0665  0.1822  0.1799
Si  5.7878  6.5796  5.3871  -0.01  0.1214  -0.2216
Si  -0.3047  -1.2941  6.771  -0.0375  0.0444  -0.0901
Si  -0.1474  2.6658  6.864  -0.0796  0.1909  0.0086
Si  -0.1447  6.5123  6.8768  0.0653  -0.224  -0.0781
Si  3.5014  -0.9009  6.548  0.2441  0.1421  -0.0872
Si  3.9881  2.924  6.9516  0.0586  0.194  -0.1588
Si  3.9232  6.7198  6.7874  0.0565  0.0211  -0.1209
Si  7.5002  -0.7491  6.454  0.1232  0.1768  -0.1468
Si  7.8218  1.7324  6.5948  -0.1033  -0.354  -0.2941
Si  7.6223  6.7412  7.0303  -0.0695  0.0936  -0.2564
Si  -0.0618  0.6172  8.0907  -0.4372  -0.549  -0.0221
Si  -0.5832  4.6589  8.2684  -0.1059  0.2398  -0.152
Si  -0.1149  8.3792  8.2682  0.0954  -0.0094  0.0884
Si  3.637  1.862  9.007  -0.2828  -0.5529  -0.06
Si  4.3412  4.9762  8.2776  -0.1447  0.6631  -0.1622
Si  4.3737  8.8277  7.6287  -0.0873  0.0079  -0.1361
Si  8.2688  2.6202  8.7113  -0.4979  0.2343  -0.2206
Si  8.5769  4.9328  8.4707  0.1735  -0.181  0.3979
Si  6.81  8.9815  7.8401  -0.0601  0.2292  0.7067
Si  6.151  1.3014  10.5766  -0.1895  -0.2772  0.3129
Si  6.6067  5.3616  10.5867  0.0043  0.1051  0.0315
Si  7.4057  10.0283  10.8646  -0.1549  -0.2397  0.1205
Si  -1.5337  1.8334  10.0712  0.4639  -0.5108  0.3862
Si  0.436  3.8775  10.394  0.4841  0.066  -0.0809
Si  -1.5439  8.6056  11.0495  0.063  0.295  -0.1342
Si  2.2359  0.1516  8.3796  0.5803  0.1527  0.5569
Si  2.7889  3.7024  10.3075  0.1616  0.0141  0.3717
Si  2.789  9.0489  9.3019  0.1126  -0.0905  0.0567
Si  -1.4004  -0.6967  15.7709  -0.0421  -0.019  0.0285
Si  5.0317  3.3624  12.4093  0.0504  -0.0749  0.2225
Si  5.9966  5.0058  16.9538  -0.0147  0.0545  -0.0532
Si  -0.9635  2.0461  15.1049  -0.1059  -0.1179  0.1133
Si  -1.253  6.591  13.1733  -0.1204  0.1138  0.0322
Si  0.5479  8.0251  12.8853  0.3282  0.1354  0.0185
Si  -0.7534  11.3022  19.6948  0.0109  -0.1366  -0.1081
Si  -1.9731  7.6667  21.6384  0.0479  0.1124  -0.1128
Si  -3.3068  0.3241  18.086  -0.0786  -0.0982  -0.0769
Si  -0.8207  3.534  12.3865  -0.4229  0.1063  0.5472
Si  4.0549  7.7083  21.677  -0.2304  0.0684  -0.158
Si  7.9265  2.8483  16.4938  -0.1679  -0.0224  -0.023
Si  2.3609  9.6953  14.3381  0.0811  -0.093  -0.1037
Si  -1.5176  8.4634  18.7939  0.0128  0.1041  -0.1044
Si  -1.4656  10.531  22.3929  0.0966  -0.2094  -0.1904
Si  -4.4183  9.5815  19.1768  -0.0991  -0.3188  -0.4382
Si  4.9635  7.2475  18.8036  -0.0154  0.0382  -0.125
Si  -1.9759  7.9224  15.9061  -0.0785  0.0761  0.0748
Si  4.5453  10.4584  22.1334  -0.1107  -0.1299  -0.3553
Si  5.1838  2.6938  15.4426  -0.012  -0.0376  0.0832
Si  3.3485  0.1622  16.1912  -0.0295  -0.0257  -0.0485
Si  3.3301  8.1939  12.1559  0.0872  0.1728  0.2225
Si  6.6794  7.4663  15.3547  -0.1247  0.014  -0.1169
Si  0.6514  0.7028  17.2861  0.1317  -0.1191  -0.0698
Si  6.2009  7.7837  12.4108  -0.0829  0.1065  0.2571
Si  -4.1337  9.6944  21.421  0.1159  0.0963  -0.2331
Si  4.207  8.9126  16.4779  -0.0413  -0.1349  -0.0676
O  9.9834  6.2596  0.6379  -0.2707  -0.0565  -0.3451
O  2.088  2.8037  0.4056  0.1136  -0.1078  -0.0125
O  6.8362  2.8704  0.3837  0.1947  0.0179  -0.2367
O  4.4871  2.7579  -0.4426  0.0969  0.19  0.1546
O  8.4118  8.2155  -0.2612  0.2332  0.1624  -0.0902
O  5.2622  6.6149  0.9227  0.2584  0.0326  0.033
O  -1.1885  0.3103  9.3863  -0.0328  0.7818  0.0475
O  4.8655  0.9067  9.6555  -0.0489  0.2217  -0.0649
O  -1.3038  8.2966  9.448  0.0996  -0.0861  -0.1512
O  -2.6123  9.826  11.2039  0.0917  -0.0178  0.0139
O  3.1493  5.0753  9.4393  -0.07  -0.3448  -0.097
O  1.378  8.239  8.9906  0.0804  0.2581  -0.0368
O  6.9792  2.4353  9.7637  0.1893  0.085  -0.1009
O  5.705  5.1677  9.2234  -0.0336  -0.2033  -0.2029
O  8.1478  5.1143  10.1  0.0668  0.2515  0.069
O  7.0977  9.3372  9.434  0.0286  -0.112  -0.3147
O  -0.3319  2.8235  13.8137  -0.0419  0.1161  -0.2663
O  -2.2118  -1.5601  -1.6797  0.1  0.1008  0.293
O  7.8463  5.8102  -0.9959  0.2141  -0.0631  -0.1221
O  -3.5534  8.1716  21.7892  -0.0487  0.0367  0.0568
O  -4.553  7.4709  13.7679  0.0164  -0.0188  -0.0677
O  -1.0775  8.9107  22.2445  -0.0297  0.108  0.0751
O  5.5954  5.8222  18.3023  -0.0179  0.0308  0.0737
O  3.9041  7.8674  17.7074  0.0613  -0.0408  0.1092
O  2.0893  2.0044  -2.1767  -0.067  0.1463  -0.0066
O  3.9578  9.2943  21.1578  0.1267  -0.0947  0.1372
O  4.1904  12.0308  21.7657  0.0544  0.2111  0.2586
O  6.6389  -1.8266  -1.5958  0.0312  0.0177  0.1209
O  6.2119  0.7527  -1.1327  -0.0379  -0.1577  0.0713
O  6.1038  4.4676  11.8566  -0.0383  -0.0465  -0.0342
O  5.6096  1.8886  12.003  0.0705  0.0074  -0.264
O  -1.434  4.9926  12.8815  -0.0069  -0.2758  -0.1026
O  4.824  3.3764  14.0148  0.029  0.0695  -0.1284
O  -2.1375  7.3637  11.9687  0.1642  -0.2596  0.1741
O  3.1427  9.6511  12.8941  -0.095  -0.1235  0.0182
O  -1.8438  2.3833  11.6573  0.0569  0.003  -0.4441
O  -2.2714  2.8598  15.67  0.0753  0.0061  -0.0743
O  -0.4987  11.377  21.3263  -0.0882  -0.081  0.0325
O  -0.0673  8.9679  11.6644  -0.0897  -0.0584  0.0204
O  6.5889  6.8966  11.1196  0.0334  -0.0793  -0.1748
O  -2.6368  11.3095  16.7433  -0.0433  0.0506  -0.0166
O  2.3902  10.6156  9.6223  -0.144  -0.1362  -0.2987
O  7.0947  11.6162  10.8669  0.0602  0.1854  -0.1584
O  -3.016  9.0224  18.5495  -0.1566  0.1568  0.2378
O  -3.5596  7.6842  16.2055  0.1637  0.0051  0.0203
O  -1.7111  9.4012  15.2321  -0.0224  0.0489  0.0427
O  4.1563  10.5071  16.8722  -0.0286  0.0346  0.0121
O  5.6555  8.6599  15.7727  0.0029  0.0318  0.0246
O  -4.6608  -0.5498  18.4465  0.1305  -0.0055  0.0844
O  3.5616  8.3888  10.5712  -0.1679  -0.1273  0.3967
O  0.066  1.9568  16.3959  -0.0112  0.0637  -0.0617
O  3.0266  8.6382  15.3912  0.0323  0.1096  0.0472
O  1.9793  7.3111  12.451  -0.137  0.0622  -0.0335
O  0.0698  2.2902  9.972  -0.0687  -0.1987  -0.3065
O  6.4558  9.3466  12.0138  0.1069  0.0321  -0.1954
O  0.2673  0.6862  18.878  -0.0139  0.0495  0.0411
O  -1.5956  6.812  14.7729  -0.0104  -0.1198  -0.1382
O  -4.1028  4.3334  17.0489  0.0309  -0.0386  -0.0056
O  6.7731  2.3099  15.4574  0.0552  0.0159  0.0382
O  3.5566  3.6649  11.7791  -0.2369  0.1271  -0.287
O  -2.9689  10.7772  21.7724  -0.187  -0.1259  -0.0282
O  6.4851  3.0475  -2.3059  0.095  0.0674  0.075
O  0.0208  -0.6635  16.6025  -0.056  0.0628  0.0083
O  6.1658  10.2499  22.2257  -0.0331  0.0325  0.1806
O  4.3236  6.9181  20.2678  0.0552  -0.0043  0.147
O  0.8531  9.1149  14.1014  -0.0587  -0.0882  -0.1728
O  9.1205  3.1727  -1.789  0.3603  -0.0596  0.4601
O  7.9493  1.8871  17.8158  0.0262  -0.0484  0.0399
O  -1.144  7.7862  17.3353  -0.0115  -0.0358  -0.0504
O  4.6388  7.4747  12.7858  0.0087  -0.0351  -0.1018
O  2.4954  11.2155  14.8927  -0.0134  -0.0027  0.0117
O  -1.5433  7.4226  20.0627  -0.0005  -0.0675  0.1114
O  6.0856  8.4219  18.8545  0.0488  0.1265  0.1287
O  2.273  0.7453  17.2558  -0.0749  0.0283  0.0808
O  -2.2647  0.2153  19.3307  0.0791  0.1111  0.0916
O  4.9206  3.8074  16.6277  0.0563  -0.0083  -0.0331
O  4.3172  1.3567  15.7076  0.0509  0.003  0.0217
O  -0.5619  9.7363  19.1968  -0.0365  0.0389  0.0387
O  -1.3224  0.4934  14.6397  0.0224  0.1129  0.0473
O  5.9816  6.0396  15.6964  0.051  -0.0202  0.0125

Results
free energy: -108431.965 eV
free energy less fixed offsets of O -569.03, Si -635.61 eV per atom: 15.825 eV
pressure: -0.61 GPa
stress xx, yy, zz, yz, xz, xy (GPa, positive in tension): 0.97, 0.57, 0.3, -0.19, 0.08, -1.13

The program warned: the cutoff lies below the one the program advises for these potential files.
